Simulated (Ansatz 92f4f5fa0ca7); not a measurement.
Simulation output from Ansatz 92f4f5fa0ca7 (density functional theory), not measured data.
Periodic cell of 251 atoms, Si165O86, from a study of silicon, its oxide and their interface. The atomic structure is a simulated model.
Doubt: the cutoff is far below the 930 eV that the study's wrapper takes by default for these files, so forces and energies are approximate.

Settings
functional: PBE
potential files: Ansatz PAW
basis: plane waves
wave-function cutoff: 580 eV
density cutoff ratio: 5
exchange-correlation grid ratio: 1
k mesh: 1 x 1 x 1, Gamma-centred
self-consistency stop: 5e-08 eV per atom in the density residual
occupations: fixed
spin: none
net charge: 0

Cell vectors (angstrom)
a 10.938 0 0
b 0 10.938 0
c 0 0 37.1488

Atoms and the computed forces on them: element, x, y, z (angstrom), force x, y, z (eV/angstrom)
Si 0 0 0.683 -0.0379 -0.0048 -0.0032
Si 5.469 0 0.683 -0.0374 0.0129 0.003
Si 2.7345 2.7345 0.683 -0.0392 0.0077 0.0178
Si 8.2035 2.7345 0.683 -0.0297 0.0052 0.0033
Si 0 5.469 0.683 -0.0088 -0.0445 0.007
Si 5.469 5.469 0.683 -0.0222 -0.0235 -0.0011
Si 2.7345 8.2035 0.683 -0.0454 -0.0073 -0.0021
Si 8.2035 8.2035 0.683 -0.0278 -0.0184 0.011
Si 1.3673 1.3673 2.0503 -0.0048 0.0533 0.1523
Si 6.8362 1.3673 2.0503 0.0012 0.0313 -0.0469
Si 4.1018 4.1018 2.0503 0.053 0.0686 0.1298
Si 9.5708 4.1018 2.0503 0.0168 0.056 -0.0404
Si 1.3673 6.8362 2.0503 0.0394 0.0958 -0.0623
Si 6.8362 6.8362 2.0503 0.0124 0.0252 0.1295
Si 4.1018 9.5708 2.0503 -0.0201 0.0647 -0.0018
Si 9.5708 9.5708 2.0503 0.0093 0.1051 0.096
Si 2.7345 0 35.0973 -0.0596 -0.1235 -0.0166
Si 8.2035 0 35.0973 -0.0466 -0.1173 0.0378
Si 0 2.7345 35.0973 0.0705 -0.0195 0.0281
Si 5.469 2.7345 35.0973 0.0495 0.0012 -0.0156
Si 2.7345 5.469 35.0973 -0.097 -0.1345 0.0175
Si 8.2035 5.469 35.0973 -0.0932 -0.1163 -0.011
Si 0 8.2035 35.0973 0.0507 -0.0023 -0.0118
Si 5.469 8.2035 35.0973 0.0365 0.0109 0.0115
Si 4.1018 1.3673 36.4645 0.0338 -0.0021 -0.0131
Si 9.5708 1.3673 36.4645 0.0239 0.0281 -0.0082
Si 1.3673 4.1018 36.4645 0.0293 0.0197 0.0237
Si 6.8362 4.1018 36.4645 0.0322 0.0019 0.0225
Si 4.1018 6.8362 36.4645 0.0174 0.0165 -0.0129
Si 9.5708 6.8362 36.4645 0.0336 0.0053 -0.0107
Si 1.3673 9.5708 36.4645 0.0647 -0.0123 0.0218
Si 6.8362 9.5708 36.4645 0.0121 0.011 0.0232
Si -0.1821 0.1529 26.8352 -0.1778 -0.0569 -0.5573
Si 4.9294 0.458 27.0364 0.67 -0.4087 -0.4
Si 3.3037 2.177 27.1292 -0.626 0.4924 -0.2169
Si 8.5198 2.4331 26.9607 -0.044 -0.0463 -0.5635
Si -0.558 5.8862 26.9651 0.1297 -0.4265 -0.3482
Si 4.9462 5.789 26.9627 0.443 -0.4762 -0.5479
Si 3.2662 7.5486 27.0798 -0.5118 0.5495 -0.2809
Si 8.5243 7.6156 26.8846 0.0402 0.184 -0.0584
Si 1.4112 1.2725 28.2242 -0.0753 0.0054 0.0394
Si 6.8062 1.3282 28.2336 0.0971 0.0129 0.0067
Si 4.1147 4.0438 28.3234 -0.0461 -0.1117 0.1681
Si 9.552 4.1008 28.2857 -0.0311 -0.0437 0.1476
Si 1.3294 6.7347 28.2292 0.0844 0.0712 -0.0064
Si 6.7755 6.7081 28.1976 0.1679 0.0261 0.197
Si 4.1156 9.4824 28.2225 0.0093 -0.089 0.1352
Si 9.561 9.4189 28.1228 -0.0111 0.1006 0.06
Si 2.7013 -0.137 29.6237 0.0447 0.0276 0.0335
Si 8.1804 -0.1112 29.5407 0.0814 -0.031 -0.0037
Si 0.0462 2.7106 29.5874 0.0434 -0.0228 -0.0025
Si 5.5433 2.7434 29.6703 0.0204 -0.0376 0.0618
Si 2.6516 5.3545 29.6413 0.0165 -0.012 0.0927
Si 8.1209 5.3758 29.6534 -0.0763 0.0466 0.0035
Si 0.0369 8.1794 29.5898 -0.0717 0.0422 0.0509
Si 5.5438 8.1967 29.6037 -0.0715 -0.0677 -0.0055
Si 4.1005 1.3141 30.9369 0.005 0.0122 0.0259
Si 9.5671 1.3114 30.9121 -0.0302 -0.0087 -0.0925
Si 1.3441 4.0306 31.0572 0.0472 -0.0214 0.0578
Si 6.838 4.0668 31.0979 0.0118 -0.0489 0.0755
Si 4.0924 6.8015 30.9261 -0.0434 0.0256 -0.0284
Si 9.5566 6.7999 30.9404 -0.0041 0.014 -0.0544
Si 1.3464 9.5136 31.0379 -0.0114 -0.0038 0.0401
Si 6.8552 9.5374 31.022 0.0851 -0.0318 0.0245
Si -0.0217 -0.0162 32.3542 0.044 -0.0182 -0.0565
Si 5.4624 -0.0189 32.3543 0.0298 -0.0191 -0.052
Si 2.7536 2.671 32.3682 -0.0563 0.0138 -0.055
Si 8.2365 2.6711 32.3671 -0.0421 0.0321 -0.0263
Si -0.0281 5.4502 32.3603 0.0002 -0.0575 -0.0457
Si 5.4394 5.4688 32.3736 -0.0015 -0.0706 -0.037
Si 2.7475 8.1523 32.3593 -0.0254 0.0095 -0.0417
Si 8.2249 8.1626 32.3635 -0.0162 0.0641 -0.0451
Si 1.3529 1.3441 33.7302 0.0179 0.0256 -0.0163
Si 6.8293 1.3477 33.7302 -0.01 -0.0019 -0.0193
Si 4.0875 4.084 33.7326 0.0044 0.0109 -0.0397
Si 9.5606 4.0815 33.7336 0.0333 0.0024 -0.008
Si 1.354 6.8154 33.7272 0.0167 -0.0017 -0.0268
Si 6.8275 6.8273 33.731 0.0032 0.0162 -0.0301
Si 4.094 9.5534 33.7241 -0.0045 0.0249 -0.0146
Si 9.563 9.558 33.731 -0.0232 -0.0085 -0.0121
Si 2.7431 0.0076 3.4302 0.0144 -0.0126 0.0128
Si 8.1997 0.0165 3.4268 -0.0152 0.0081 -0.009
Si -0.0042 2.7505 3.4273 0.0188 0.0222 0.0076
Si 5.4886 2.7439 3.4229 0.0022 -0.0067 0.0459
Si 2.7477 5.5013 3.4188 -0.0659 -0.0221 0.0272
Si 8.223 5.4797 3.4244 0.0002 -0.0454 -0.0062
Si 0.0189 8.223 3.4168 0.0032 -0.0177 0.0219
Si 5.48 8.2315 3.4222 -0.0046 -0.0077 0.0003
Si 4.1219 1.3788 4.7949 -0.036 0.0343 0.0668
Si 9.5379 1.4072 4.8022 0.0057 -0.0502 -0.002
Si 1.3501 4.1601 4.7753 0.0784 0.0016 0.0235
Si 6.8749 4.1 4.7994 -0.0106 0.0706 0.0245
Si 4.0971 6.8972 4.7933 0.045 -0.014 0.041
Si 9.5787 6.8788 4.7821 0.0199 0.021 0.0449
Si 1.3656 9.5926 4.8114 -0.0366 0.0038 0.0512
Si 6.8265 9.6087 4.8094 0.0273 -0.0084 0.0994
Si -0.0522 0.0233 6.1432 -0.0103 -0.0247 0.1056
Si 5.4818 0.0369 6.2331 -0.0129 -0.0158 0.005
Si 2.7321 2.785 6.0955 -0.0038 0.1152 0.0125
Si 8.2154 2.757 6.2521 0.0292 0.0012 0.0912
Si 0.0109 5.5498 6.1786 0.0708 0.0305 -0.0284
Si 5.5145 5.5268 6.0942 -0.0298 -0.0444 0.0865
Si 2.7541 8.2685 6.2238 -0.0023 -0.013 -0.0224
Si 8.2182 8.2477 6.1557 -0.0134 0.0264 0.1293
Si 1.3038 1.4551 7.4278 0.0342 0.1826 -0.0893
Si 6.8367 1.3775 7.6723 0.1047 0.0259 0.058
Si 4.1463 4.1588 7.4228 -0.0461 -0.0371 -0.1376
Si 9.6025 4.2038 7.5749 -0.0464 0.011 -0.1161
Si 1.393 6.8991 7.5949 0.0636 -0.0815 0.0092
Si 6.8525 6.8786 7.5209 0.0796 0.0032 -0.0712
Si 4.0855 9.6544 7.6434 -0.0026 -0.0014 0.1037
Si 9.5456 9.6067 7.5947 -0.0904 -0.0508 -0.0791
Si 2.6519 0.2283 8.8689 -0.0478 -0.1473 -0.0504
Si 8.1336 -0.0698 9.0963 -0.0749 -0.0103 0.079
Si 0.165 2.9673 8.8817 -0.0433 -0.112 0.2116
Si 5.4126 2.8203 8.9019 -0.04 0.0155 0.0607
Si 2.8578 5.5103 8.8556 0.061 0.0399 0.075
Si 8.2104 5.5303 8.9525 -0.1628 -0.0115 0.0678
Si 0.0325 8.2772 8.9643 0.011 0.0829 0.0644
Si 5.496 8.2043 8.9488 -0.0768 0.0242 0.1134
Si 3.5677 1.9958 10.1349 0.4077 -0.5024 0.3262
Si 9.5742 0.9257 10.6704 0.1894 -0.0583 -0.1873
Si 2.0199 3.7464 10.1064 -0.3809 0.5637 0.2217
Si 6.5899 4.36 10.2544 -0.0236 0.0113 0.3653
Si 4.4164 6.6012 10.2831 0.0307 -0.0505 0.1165
Si 9.3902 7.1027 10.2678 0.002 -0.0846 0.4722
Si 1.1124 9.9994 10.2161 0.0557 0.0225 0.3415
Si 7.012 9.1999 10.4702 -0.0998 -0.1361 0.2556
O -0.7843 2.3415 10.1044 0.1055 -0.0392 -0.2516
O 8.2952 8.2154 10.8071 -0.0111 -0.009 -0.2774
O 5.5216 5.493 10.9019 -0.0122 -0.0575 -0.5686
O -0.0976 -0.0919 11.0291 0.0364 0.0155 -0.381
O 7.2509 3.5349 11.5355 -0.0299 0.0941 -0.1492
O 3.7723 1.6257 11.755 -0.1768 0.1705 -0.4229
O 9.9634 6.4514 11.6812 -0.1359 0.0768 -0.4239
O 3.7499 7.3288 11.6038 0.0083 -0.0255 -0.1024
O 1.8026 4.2365 11.687 0.2054 -0.1313 -0.3908
O 6.319 9.3153 12.0065 0.109 0.058 -0.6319
O 8.7521 1.3461 12.0193 0.0591 -0.0258 0.0424
O 2.2142 9.5379 11.3594 -0.0713 0.0155 -0.1639
O 10.7853 5.0994 25.542 -0.2018 0.2476 0.3128
O 2.8331 8.0589 25.5582 0.2389 -0.1632 0.3205
O 8.0123 3.098 25.5266 0.1325 -0.0223 0.3717
O 11.357 -0.3318 25.3379 -0.0341 0.1822 0.4115
O 5.3342 5.2515 25.4044 -0.1744 0.3606 0.5203
O 3.0139 -8.2238 25.5957 0.1661 -0.1808 0.2188
O -1.3122 1.3046 26.4263 -0.0334 0.0329 0.5251
O 5.2585 0.2675 25.4104 -0.2466 0.1584 0.323
Si 5.146 3.6042 17.6947 -0.0441 0.0081 -0.0891
Si 11.5281 4.9612 24.1049 -0.0272 0.0918 -0.2859
Si 1.0036 8.5122 19.5469 0.058 -0.0466 -0.0072
Si 8.4235 3.6678 15.2605 0.2181 0.1201 0.2112
Si 6.7805 9.0788 13.5662 0.0309 -0.0962 0.4345
Si 7.6508 2.6163 24.0114 0.0656 0.0625 -0.2967
Si 10.7739 9.6874 24.1126 -0.054 -0.0613 -0.0831
Si -0.5172 -2.6739 15.5819 0.0425 0.1174 0.1585
Si 3.154 2.4672 19.6414 0.0149 -0.0475 -0.0705
Si 4.277 15.2369 14.7493 0.071 0.0576 0.0387
Si 4.6711 1.5912 13.1039 -0.1351 0.1337 0.257
Si 0.0304 2.3063 14.9485 0.0047 0.1116 0.0561
Si 9.3874 4.2959 22.0376 -0.0483 -0.0101 -0.0578
Si 7.942 8.392 24.6702 0.1135 -0.0668 -0.1811
Si 10.5215 -0.1452 21.121 0.0525 0.0994 -0.2605
Si 8.812 10.8237 15.0445 0.1044 0.0214 0.2266
Si 3.1379 8.7088 21.5774 0.0317 0.0992 -0.1077
Si 2.6432 8.2942 12.3127 0.114 -0.0258 0.0325
Si 1.5102 4.1849 13.2757 -0.0079 -0.214 0.3761
Si 7.2044 6.445 22.3663 0.0245 -0.0579 -0.1593
Si 7.5125 2.2662 12.5343 -0.2227 0.2152 0.2268
Si 6.1317 -0.04 24.0753 -0.0441 0.1484 -0.1902
Si 1.1852 1.433 17.6266 -0.003 0.0402 -0.0121
Si 6.6955 6.3001 14.9603 -0.0721 -0.1263 0.1379
Si 1.894 9.4846 16.8205 0.0167 -0.0037 -0.0484
Si 4.0386 -1.0333 14.6558 0.0472 0.0852 0.1984
Si -3.5737 1.5847 17.1852 0.0583 0.0377 -0.0497
Si 0.2679 2.6553 20.1755 -0.0851 0.0211 -0.0862
Si 2.7749 2.962 24.0208 0.0414 -0.0681 -0.1987
Si -0.0494 6.6962 12.9927 -0.0308 -0.0147 0.3407
Si 3.7648 0.6854 22.1138 -0.1454 -0.0503 -0.1339
Si 5.9828 8.3051 20.1828 -0.025 -0.0691 0.0109
Si -1.5443 7.6047 18.3105 0.0443 0.0161 -0.1222
Si 2.1392 7.6042 24.1747 0.0823 -0.0497 -0.2958
Si 5.2857 4.6615 23.8826 0.0128 -0.0609 -0.2928
Si 6.6958 6.3514 17.9797 0.0073 0.0455 -0.1086
Si 8.0756 -0.6155 19.3401 -0.0076 -0.0409 -0.139
O 6.2281 4.7913 17.9978 0.017 -0.0399 0.0783
O 1.9668 8.6349 18.2198 -0.0193 -0.0008 0.0118
O 5.1837 0.1698 22.7456 0.2446 -0.0879 0.2367
O 3.9594 1.5698 20.7463 -0.0027 0.0034 0.0546
O 3.3578 9.8265 16.1558 0.0014 -0.022 -0.0563
O 3.996 0.5046 14.1136 0.0327 0.0501 -0.1178
O -2.1558 -1.8183 18.4747 -0.0086 0.0551 0.0031
O 1.0613 2.213 16.2086 0.0267 -0.0493 -0.0356
O -0.806 7.5765 14.1434 0.0415 -0.1107 -0.2313
O 6.2065 1.2854 12.6395 0.0809 -0.0969 -0.1499
O 7.8988 5.1947 15.1031 -0.0253 0.0061 -0.0723
O 0.0519 2.0894 18.6352 0.0304 -0.0015 0.0144
O 4.5305 8.5437 20.808 -0.0061 -0.0176 0.0172
O 6.5369 6.9391 16.4595 -0.0023 0.0362 0.007
O 10.4531 5.1759 22.9034 0.112 0.031 0.1169
O 8.0681 10.0728 13.7957 -0.0064 0.0288 -0.1222
O 12.7619 6.0208 24.0653 0.0323 -0.0302 0.113
O 7.9523 7.0806 23.677 -0.0266 0.1543 0.1993
O 10.0365 3.616 15.2009 -0.0597 -0.0218 -0.008
O -0.932 0.9889 14.7249 -0.0545 -0.0606 -0.1099
O -0.9852 7.3041 16.8064 -0.0064 0.0127 -0.0245
O 7.7947 2.8067 14.0394 -0.0824 -0.1644 -0.3685
O 4.7583 13.9484 13.891 0.0516 -0.0983 -0.1212
O 2.634 1.5561 18.3746 -0.0144 -0.0027 -0.0137
O -0.8288 3.7733 20.6525 0.0314 0.0122 0.0323
O 1.3147 7.4305 12.5594 0.027 0.04 -0.0705
O -0.2569 7.4815 19.3249 0.0031 0.0128 0.0324
O 1.9379 7.9684 20.7592 -0.03 -0.025 0.0293
O -2.8294 2.9684 16.7145 -0.0751 -0.0005 0.0097
O 5.3057 5.5528 14.5015 0.0022 0.0247 -0.0729
O 5.7668 7.2961 18.9229 -0.0235 -0.0037 -0.0171
O 0.4438 9.9794 19.9926 -0.0584 0.0527 0.0783
O 7.9161 0.7916 18.508 0.0239 -0.0348 0.0642
O 1.8236 3.1952 20.2927 -0.0039 0.0138 0.0087
O 4.1802 3.5566 19.0091 0.0123 0.0555 0.0347
O 1.2445 3.4902 23.8583 -0.0514 -0.0795 0.0772
O 4.2773 3.9615 16.3506 0.0099 -0.0284 0.0576
O -1.9875 -0.2762 20.6794 -0.0005 -0.0129 0.1141
O 0.3385 5.255 13.6059 -0.0643 0.0723 -0.0794
O 2.7816 4.6442 14.2112 -0.0863 0.0539 -0.1434
O 6.6012 9.7598 19.7664 0.0097 0.0111 -0.0067
O 6.2609 3.3757 23.6651 -0.0442 0.0146 0.0538
O 7.0887 7.4873 13.906 0.0019 0.0865 -0.1471
O 3.8102 4.1053 23.4769 0.0161 0.0479 0.0618
O 7.607 11.4628 15.9569 -0.0183 -0.0087 -0.0449
O 3.2175 8.0052 23.0302 -0.0277 -0.0229 0.1524
O 7.3956 1.0021 23.9419 -0.0205 -0.113 0.0432
O 8.8113 3.0376 22.9283 -0.0823 -0.1006 0.1696
O 11.9173 2.671 13.6623 -0.0032 0.0488 -0.0933
O 1.0742 8.6153 15.7066 -0.0291 -0.0218 -0.0029
O 6.663 9.3537 24.2345 0.0804 -0.1492 0.1165
O 6.9777 7.6224 21.2776 0.026 0.0242 0.0319
O 8.1475 5.2952 21.6844 -0.038 0.0462 0.036
O 1.0201 10.8099 17.2062 -0.021 0.0009 0.0465
O 3.2281 8.8881 13.6945 -0.1063 -0.158 -0.2369
O 2.8584 10.3131 21.7449 -0.006 0.0216 0.0803
O 0.6982 8.3201 24.0304 -0.0637 0.0504 0.0301
O 10.7944 -0.6331 22.6276 -0.0004 0.0028 0.1948
O 5.6032 9.462 14.6476 0.0613 -0.0025 -0.1435
O 0.0845 1.3928 21.1667 -0.0088 -0.1173 0.0871
O 5.7657 5.8128 22.8214 -0.0844 -0.0293 0.132
O 9.2355 9.3461 24.4473 -0.0462 -0.0082 0.0016
O 8.2348 6.4799 18.5489 0.0316 -0.0334 0.0336
O -5.0975 2.1172 17.4892 0.0017 0.0162 -0.0021
O 2.9454 1.5749 23.1967 -0.0382 0.0515 0.1213
O 9.5771 -1.3112 15.811 -0.0266 -0.0089 -0.0449

Results
free energy: -153804.658 eV
free energy less fixed offsets of O -568.88, Si -635.61 eV per atom: -5.328 eV

The program warned: the cutoff lies below the one the program advises for these potential files; the forces do not sum to zero within the program's tolerance; the exchange-correlation potential is rough where the density is thin.
